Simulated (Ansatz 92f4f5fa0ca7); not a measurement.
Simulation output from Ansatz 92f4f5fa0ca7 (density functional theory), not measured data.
Periodic cell of 223 atoms, Si132O90As1, from a study of silicon, its oxide and their interface. The atomic structure is a simulated model.
Doubt: the cutoff is far below the 930 eV that the study's wrapper takes by default for these files, so forces and energies are approximate.
This geometry differs little from another in the collection (a relaxation step or a small displacement).

Settings
functional: PBE
potential files: Ansatz PAW
basis: plane waves
wave-function cutoff: 580 eV
density cutoff ratio: 5
exchange-correlation grid ratio: 1
k mesh: 1 x 1 x 1, Gamma-centred
self-consistency stop: 5e-08 eV per atom in the density residual
occupations: fixed
spin: none
net charge: +1 e, with a uniform compensating background and no finite-size correction

Cell vectors (angstrom)
a  10.938  0  0
b  0  10.938  0
c  0  0  32.1988

Atoms and the computed forces on them: element, x, y, z (angstrom), force x, y, z (eV/angstrom)
Si  10.5812  0.2234  24.8594  0.0016  -0.0005  -0.0022
Si  5.7327  10.6812  24.7363  -0.0018  0.0008  -0.0016
Si  2.4747  2.9167  24.6328  -0.0001  -0.0017  -0.0027
Si  8.4204  2.4648  24.8188  0  0.0016  -0.0018
Si  0.27  5.1692  24.7489  -0.0019  0  -0.0016
Si  5.1496  5.7491  24.6837  0.0022  -0.0007  -0.003
Si  2.9291  8.0089  24.5906  -0.0001  0.0021  -0.0017
Si  7.9363  8.4381  24.7251  0.0004  -0.0016  -0.0034
Si  1.3242  1.3834  26.029  -0.0008  0.0012  0.0012
Si  6.842  1.3094  26.117  0.0011  -0.0012  -0.0001
Si  4.039  4.1058  25.9831  -0.0004  0.0005  -0.0004
Si  9.6035  4.0597  26.079  0.0017  -0.0013  0.0006
Si  1.394  6.8282  25.9958  0.0005  -0.0006  -0.0009
Si  6.7639  6.854  26.0184  -0.0008  0.0004  0.0006
Si  4.0981  9.5349  25.9927  0.0005  -0.0009  0
Si  9.458  9.571  26.1453  -0.001  0.0011  0.0006
Si  2.723  -0.0065  27.3363  0.0001  -0.0003  0.0002
Si  8.1535  -0.0208  27.5566  0.0004  0.0003  -0.0042
Si  0.0049  2.7161  27.4828  -0.0012  -0.0005  -0.0058
Si  5.4353  2.7449  27.3577  0.0002  -0.0003  0.0012
Si  2.7237  5.4663  27.4245  -0.0006  -0.0001  -0.0026
Si  8.1804  5.4719  27.3447  0.0003  -0.0007  0.0006
Si  -0.0114  8.183  27.3659  0.0001  -0.0005  0.0011
Si  5.4357  8.1992  27.4427  0.0006  0.0012  -0.0042
Si  4.0754  1.3653  28.7353  -0.0004  0.0001  -0.0002
Si  9.5728  1.3538  28.8427  -0.0003  0  0.0016
Si  1.3621  4.1078  28.8088  0.0008  0.0002  0.0021
Si  6.8237  4.1037  28.7325  0.0003  -0.0001  -0.0005
Si  4.0938  6.8178  28.7999  -0.0005  -0.001  0.0028
Si  9.5494  6.8246  28.7404  -0.0005  0.0001  -0.0007
Si  1.3618  9.5668  28.728  -0.0001  0  -0.0005
Si  6.7793  9.5439  28.8574  0  -0.0017  0.0014
Si  0.0178  -0.0256  30.1581  0.0007  -0.0008  0.0003
Si  5.4203  0.0132  30.1583  -0.0009  0.0014  0.0003
Si  2.7347  2.7259  30.1471  0.0006  -0.0012  -0.0002
Si  8.1849  2.7496  30.1372  -0.0009  0.0013  -0.0002
Si  -0.0268  5.4722  30.1364  -0.0008  0.0009  -0.0004
Si  5.4799  5.4568  30.1472  0.0005  -0.0008  0.0002
Si  2.7186  8.2115  30.1232  -0.0005  0.0005  -0.0001
Si  8.2005  8.1763  30.1574  0.001  0.0001  0.0005
Si  1.3754  1.3545  31.5264  0.0002  0.0012  0.0001
Si  6.8194  1.3784  31.4952  0.0009  -0.0012  0.0003
Si  4.1114  4.0894  31.5119  -0.0006  0.0018  -0.0006
Si  9.5568  4.1037  31.5118  0.0004  -0.002  0.0001
Si  1.3501  6.848  31.4803  0.0009  -0.0004  -0.0001
Si  6.8422  6.8164  31.5361  -0.0013  -0.0002  0.0004
Si  4.0727  9.5691  31.5206  0  -0.0006  0.0008
Si  9.5753  9.5507  31.5152  -0.0016  0  -0.0003
Si  2.7342  -0.0061  0.7145  -0.0003  -0.0001  -0.0011
Si  8.1913  0.003  0.6497  0.0001  0.0001  -0.0011
Si  -0.0084  2.7329  0.6775  -0.0004  -0.0001  -0.0007
Si  5.4771  2.7293  0.6943  -0.0008  -0.0007  -0.0009
Si  2.7336  5.494  0.6399  0.0012  -0.0012  -0.0014
Si  8.212  5.4514  0.7105  -0.0001  0.0013  -0.001
Si  0.0085  8.188  0.6866  -0.0002  0.0011  -0.0011
Si  5.4638  8.2089  0.6838  0.0006  0  -0.0008
Si  4.1276  1.3568  2.0687  -0.0007  -0.0006  0.0004
Si  9.5551  1.3516  2.034  -0.002  0.0009  -0.0005
Si  1.3745  4.1332  2.0046  -0.0003  0  0.0005
Si  6.8429  4.0856  2.0738  -0.0022  0.0019  -0.0006
Si  4.0984  6.8303  2.0453  0.0013  -0.0008  -0.0002
Si  9.579  6.8354  2.0599  -0.0028  0.0005  0.0003
Si  1.3777  9.5409  2.0643  0.0032  -0.0014  -0.0002
Si  6.8293  9.5995  2.0396  -0.0016  0.0005  0.0009
Si  -0.0292  -0.0384  3.3818  -0.0026  -0.0003  -0.0076
Si  5.4937  0.0082  3.4762  -0.0003  -0.0015  -0.0011
Si  2.7776  2.8079  3.3537  0.0055  0.0044  -0.0035
Si  8.1791  2.6744  3.4445  0.0028  -0.0063  -0.001
Si  0.0441  5.486  3.4222  0.0008  -0.0012  0.002
Si  5.4762  5.4713  3.4103  0.0036  0.0049  -0.0021
Si  2.7688  8.2017  3.4516  -0.0017  0.006  0.0008
Si  8.2019  8.23  3.377  -0.0016  -0.0035  -0.0039
Si  1.4303  1.3545  4.5914  0.0029  -0.0017  0.0138
Si  6.8314  1.3565  4.9207  -0.001  0.0011  -0.0014
Si  4.1585  4.088  4.8081  -0.0078  -0.0066  0.0161
Si  9.5397  4.12  4.7085  0.0021  0.0023  -0.0017
Si  1.4072  6.8403  4.8291  0.0016  -0.004  0.0007
Si  6.8286  6.8877  4.7304  -0.0015  0.0022  0.005
Si  4.1388  9.5701  4.8439  0.001  -0.004  -0.0027
Si  9.5511  9.5478  4.7927  0  0.0023  0.0086
Si  2.7574  0.0994  6.0758  -0.0026  0.0088  -0.0033
Si  8.182  -0.0759  6.2562  -0.0003  -0.0082  0.0054
As  0.021  2.6648  6.0337  0.0016  -0.003  0.0049
Si  5.4669  2.733  6.3091  -0.0004  0.0135  -0.0011
Si  2.8227  5.4904  6.1745  0.0051  -0.0056  0.0013
Si  8.1745  5.4838  6.0628  -0.004  0.0016  0.0012
Si  0.0026  8.1913  6.1626  -0.0036  0.0018  0.0016
Si  5.527  8.2194  6.235  0.0021  -0.0047  0.0005
Si  3.8362  1.569  7.6179  -0.0004  -0.0006  -0.0014
Si  9.7886  1.0819  7.4909  -0.0092  0.0041  0.0104
Si  1.657  3.8366  7.3371  0.0314  0.0011  -0.0074
Si  6.6496  4.416  7.4977  -0.0083  -0.001  -0.0099
Si  4.4109  6.6398  7.5638  0.0022  -0.0072  -0.0087
Si  9.3652  6.9593  7.4246  -0.008  0.0059  0.0017
Si  1.1453  9.9092  7.2991  0.0029  -0.0051  0.0096
Si  7.1398  9.2279  7.6907  0.0042  -0.0008  -0.0081
O  8.2982  8.0932  7.9094  0.0096  0.0037  -0.0032
O  2.6689  2.7086  7.9456  -0.0171  -0.0003  0.0061
O  9.517  1.3503  24.2672  -0.001  -0.0005  0.0013
O  4.0457  6.8648  24.1266  -0.0012  -0.0006  0.0017
O  0.048  0.055  7.9518  0.0046  -0.0055  -0.0095
O  5.5253  5.5109  8.0403  -0.002  0.0018  0.0055
O  6.8445  9.5715  24.1986  0.0004  0.0008  0.0017
O  1.3648  4.0617  24.1678  0.0004  0.0013  0.0013
O  3.8714  7.4022  8.9392  -0.0026  0.002  -0.0002
O  0.7175  4.3623  8.545  -0.0041  -0.0029  -0.0021
O  9.806  6.2114  8.8311  -0.0004  0.0016  -0.0024
O  2.0944  9.3689  8.5142  -0.0071  0.0042  -0.008
O  7.5144  3.9382  8.8156  0.0027  0.0002  0.0014
O  4.2646  0.9363  9.0828  -0.0014  0.0006  -0.0044
O  6.7266  9.5641  9.2373  -0.0005  0.0004  0.0018
O  9.2122  1.8898  8.7824  0.006  -0.0049  -0.0106
O  7.7008  3.1509  23.5192  0.0012  -0.001  0.0029
O  10.4896  5.8467  23.4466  0.0013  -0.0015  0.003
O  5.0835  0.4397  23.4054  0.0014  -0.0017  0.0029
O  5.859  5.0901  23.3589  -0.0015  0.0016  0.0033
O  3.0988  2.2059  23.2742  -0.0011  0.0011  0.0032
O  2.2933  8.722  23.2279  0.0011  -0.0013  0.0027
O  8.6195  7.7576  23.3922  -0.0015  0.0013  0.0034
O  0.2268  10.3256  23.5947  -0.0015  0.0017  0.0034
Si  4.3845  1.5707  22.4641  -0.0001  -0.0002  -0.0047
Si  3.4938  7.9239  14.0426  0.0007  -0.0006  0.0038
Si  7.1191  0.9569  14.6694  -0.0006  0.0001  0.0034
Si  0.9412  9.355  22.5178  -0.0001  0.0002  -0.0048
Si  1.1965  4.2947  11.8896  0.0021  -0.0006  0.0054
Si  6.2708  8.9639  15.3267  0.0004  -0.0001  0.0022
Si  0.6922  1.358  12.3007  -0.0005  -0.001  0.0045
Si  8.6253  4.9504  20.5084  0.0007  -0.0006  -0.0034
Si  0.3142  5.7086  9.366  0.0018  0.0072  0.0095
Si  5.1047  3.1233  17.948  0.0003  0.0003  -0.0005
Si  0.8919  3.7449  16.7541  0.0006  0.0003  0.0012
Si  10.404  2.8471  19.2321  0.0001  -0.0001  -0.0021
Si  5.2873  1.1902  10.3642  0.001  0.0005  0.0048
Si  0.8868  0.1778  19.8473  -0.0006  0.0008  -0.0029
Si  6.6492  9.4629  10.8854  0.0008  -0.0019  0.0048
Si  9.3393  9.6774  18.3296  -0.0003  -0.0003  -0.0006
Si  9.392  9.2476  12.5825  -0.0004  -0.0003  0.0043
Si  6.5667  3.8449  22.5803  0.0001  -0.0003  -0.0043
Si  2.4367  8.0522  9.3929  0.002  0.001  0.0088
Si  10.5891  7.3662  17.0788  0.0001  -0.0003  0.0006
Si  2.514  6.2895  16.5877  0.0001  -0.0003  0.0016
Si  10.1879  4.4926  14.1943  -0.0009  0.0007  0.0042
Si  6.1404  9.1856  18.5206  0.0004  -0.0004  -0.0007
Si  7.962  2.583  9.5976  -0.0022  -0.0003  0.0052
Si  8.8942  2.1372  12.4655  0.0007  -0.0008  0.0045
Si  5.3407  6.2456  18.0703  0  0.0001  -0.0005
Si  3.9226  0.5556  19.4663  0.0005  0.0001  -0.003
Si  4.2868  3.8497  12.0607  0.0013  0.0009  0.0036
Si  5.5475  6.6054  12.153  0.0002  -0.0006  0.0034
Si  8.0151  2.506  17.2231  0  0.0003  0.0004
Si  4.3635  2.4816  14.9709  0.0006  -0.0001  0.0031
Si  1.5463  1.2096  15.265  0.0003  -0.0001  0.0027
Si  1.5682  9.4036  12.0589  -0.0003  0.0013  0.005
Si  8.0564  6.8535  13.8772  0.0001  -0.0001  0.0039
Si  10.384  9.8367  15.4957  0.0001  -0.0002  0.0024
Si  9.805  7.0148  22.5461  -0.0001  0  -0.0044
Si  8.1088  5.4834  17.407  -0.0002  0.0003  -0.0005
O  6.0487  7.9642  11.2974  0.0001  0.0014  -0.002
O  6.0213  9.2095  16.9013  0  0.0001  -0.0006
O  7.6945  1.3546  13.1977  0.0001  0.0001  -0.002
O  0.9051  1.7401  13.8665  -0.0001  0  -0.0026
O  9.4259  6.2565  16.8759  0.0001  0  -0.0002
O  6.763  6.2053  13.1487  -0.0004  0.0001  -0.0014
O  5.1315  4.661  18.6123  0.0001  -0.0002  0.0005
O  9.2331  2.1588  18.2744  0.0002  0  0.0004
O  2.3667  0.0959  19.0792  0.0001  -0.0001  0.0009
O  9.4119  10.2342  16.7686  0.0001  0.0002  -0.0006
O  2.8  4.4389  11.6952  -0.0016  0.0003  -0.002
O  5.0664  10.3222  19.1087  -0.0004  0.0005  0.0007
O  9.442  3.2412  13.4934  0.0001  -0.0001  -0.0022
O  0.4585  1.7659  19.9614  0.0003  -0.0003  0.001
O  3.1595  1.3612  15.0656  0  -0.0001  -0.0012
O  8.167  5.3737  19.0201  0.0001  0  0.0014
O  3.8948  6.603  17.3959  -0.0002  0.0001  -0.0003
O  4.5859  3.2794  16.3876  -0.0001  -0.0001  -0.0007
O  9.0747  5.6686  14.3049  0.0003  -0.0001  -0.0018
O  5.4448  2.7602  22.1363  0.0002  0.0002  0.0014
O  10.6866  4.1513  15.6867  -0.0002  0  -0.002
O  0.3442  3.8686  18.2856  -0.0001  0  0.0003
O  10.4273  10.5141  19.2209  0.0006  0.0001  0.0009
O  9.6472  10.0302  14.0323  0  0  -0.002
O  10.9063  8.1205  22.0889  0  -0.0001  0.0013
O  1.1944  2.1608  16.5319  0  -0.0003  -0.0009
O  9.7325  3.7498  20.42  -0.0004  0.0005  0.0014
O  8.1374  4.0318  16.6766  0.0001  -0.0002  -0.0002
O  -0.043  9.0989  11.9098  0.0008  0  -0.0021
O  6.5893  2.4206  18.0143  0  0  0
O  5.5868  10.7255  11.2014  -0.0001  0.0009  -0.0021
O  7.751  9.5934  18.8475  0  0.0001  0.0004
O  10.042  1.0243  12.0517  0.0003  0.0006  -0.0018
O  1.3496  6.9058  9.0362  -0.0043  -0.0058  0.0001
O  0.6345  4.7651  13.3469  0.0005  0.0001  -0.0025
O  5.7108  7.6228  18.9844  0.0001  0.0002  0.0005
O  5.2469  5.0918  11.5216  -0.0007  -0.0002  -0.0009
O  2.7153  6.9786  15.1212  0.0002  0.0006  -0.0018
O  0.9369  2.7319  11.4638  0.0002  0.0004  -0.0029
O  0.8658  10.6828  15.5494  0  0.0003  -0.0012
O  2.3858  8.5571  10.922  0.0002  -0.0027  -0.0073
O  4.7132  2.4444  11.2709  0.0003  -0.0017  -0.0022
O  4.2456  3.5161  13.6825  -0.0001  0.0003  -0.0026
O  2.2104  4.679  16.495  -0.0002  0  -0.0006
O  10.7047  8.2487  15.6977  0  0.0004  -0.0011
O  6.925  10.2902  14.6664  0.0002  0.0004  -0.0015
O  2.3478  8.9496  13.4318  -0.0006  0.0005  -0.0024
O  8.0284  1.5216  15.912  -0.0001  -0.0001  -0.0013
O  4.1263  6.9951  12.8569  0.0002  0  -0.0015
O  4.1789  2.0098  18.7254  -0.0002  -0.0004  0.0009
O  7.2894  4.4183  21.2589  -0.0007  -0.0005  0.0024
O  8.4194  2.9196  11.1107  -0.0004  -0.0001  -0.0037
O  1.1778  6.86  17.3597  0  0.0002  -0.0002
O  5.657  1.5838  14.732  0.0007  0.0003  -0.0017
O  8.137  9.764  11.5882  -0.0011  0.0006  -0.0024
O  9.2008  6.2869  21.2338  0.0004  0.0008  0.0023
O  8.951  7.7183  12.8519  0.0004  0.0006  -0.0019
O  1.6601  0.1072  11.8727  0.0001  0.0001  -0.0019
O  6.6432  6.1464  17.0619  0.0003  0  -0.0002
O  7.4076  7.8053  15.0481  0.0003  0  -0.0015
O  1.2135  10.3015  21.2303  0  -0.0011  0.003
O  10.0313  8.1988  18.3565  0.0001  0.0002  0.0003
O  3.9462  0.8478  21.0813  0.0003  0.0006  0.0031
O  0.35  5.3041  10.9169  0  0.0007  -0.0045
O  6.6988  1.5731  9.6251  0.0008  0.0008  -0.0012
O  4.7857  8.6973  14.6844  -0.0005  0  -0.0016

Results
free energy: -139961.784 eV
free energy less fixed offsets of As -4856.12, O -568.88, Si -635.61 eV per atom: -5.944 eV

The program warned: the cutoff lies below the one the program advises for these potential files; the exchange-correlation potential is rough where the density is thin.
